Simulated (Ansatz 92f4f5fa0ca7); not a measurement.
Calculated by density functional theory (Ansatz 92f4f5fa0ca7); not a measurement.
Periodic cell of 237 atoms, Si146O90P1, from a study of silicon, its oxide and their interface. The atomic structure is a simulated model.
Doubt: the cutoff is far below the 930 eV that the study's wrapper takes by default for these files, so forces and energies are approximate.

Settings: functional PBE; potential files Ansatz PAW; basis plane waves; wave-function cutoff 580 eV; density cutoff ratio 5; exchange-correlation grid ratio 1; k mesh 1 x 1 x 1, Gamma-centred; self-consistency stop 5e-08 eV per atom in the density residual; occupations fixed; spin none; net charge +1 e, with a uniform compensating background and no finite-size correction.

Cell vectors (angstrom)
a 11.6015 0 0
b 0 10.938 0
c 0 0 32.0622

Atoms: element, x, y, z (angstrom)
Si -0.196 -0.0527 23.2778
Si 3.6669 0.1958 23.0952
Si 7.5396 -0.1223 23.4629
Si 1.7028 1.3862 23.4048
Si 5.7141 1.4131 23.1669
Si 9.4373 1.2305 23.3617
Si 0.1669 5.3049 23.4699
Si 4.1418 5.3499 23.4856
Si 8.0549 5.6174 23.5565
Si 2.1504 6.5779 23.3969
Si 6.0092 6.7953 23.5188
Si 10.0238 6.8757 23.6157
Si 1.936 2.6731 25.363
Si 5.8282 2.6835 25.2068
Si 9.6332 2.6808 25.264
Si 11.6112 4.0059 25.3925
P 3.9266 4.0047 25.3332
Si 7.7538 4.1087 25.3446
Si 1.9766 8.1628 25.1849
Si 5.7817 8.1966 25.3775
Si 9.7164 8.278 25.4414
Si 11.6436 9.5722 25.2654
Si 3.8666 9.5933 25.0683
Si 7.6965 9.5379 25.4249
Si 11.6619 0.0159 27.1922
Si 3.9107 -0.049 27.1029
Si 7.7572 0.0085 27.2876
Si 2.0119 1.3288 27.2773
Si 5.8202 1.345 27.1813
Si 9.6992 1.3435 27.2155
Si 11.59 5.4667 27.2399
Si 3.8494 5.4214 27.2258
Si 7.719 5.4639 27.2738
Si 1.9288 6.8166 27.1466
Si 5.7718 6.7984 27.2597
Si 9.6595 6.8228 27.2899
Si 1.9422 2.7217 29.1843
Si 5.8027 2.722 29.1136
Si 9.6822 2.7312 29.1451
Si 0.0132 4.0985 29.1655
Si 3.8654 4.0662 29.1602
Si 7.7348 4.0881 29.189
Si 1.9493 8.1813 29.102
Si 5.788 8.1812 29.1828
Si 9.6727 8.2052 29.2115
Si 0.0172 9.5618 29.1264
Si 3.8771 9.5609 29.0892
Si 7.7289 9.5525 29.1991
Si 0.0033 -0.0037 31.0815
Si 3.8617 0.0044 31.052
Si 7.7291 0.0048 31.1105
Si 1.9305 1.3652 31.1104
Si 5.796 1.366 31.0545
Si 9.6686 1.3592 31.0899
Si 0.0088 5.4717 31.0919
Si 3.8692 5.4797 31.0771
Si 7.74 5.4687 31.1214
Si 1.9375 6.8407 31.0609
Si 5.8043 6.8306 31.1095
Si 9.6772 6.8316 31.1355
Si 1.9312 2.7507 0.9808
Si 5.7937 2.7474 0.9163
Si 9.6673 2.7325 0.9702
Si -0.0149 4.1077 0.9564
Si 3.8647 4.1178 0.9598
Si 7.7407 4.1077 0.9946
Si 1.9295 8.2141 0.9364
Si 5.7981 8.2242 0.9597
Si 9.6654 8.2203 1.0048
Si -0.0045 9.5887 0.9772
Si 3.8604 9.5874 0.9519
Si 7.7369 9.5789 0.9842
Si 11.609 0.0332 2.916
Si 3.8536 0.0214 2.9071
Si 7.7391 0.0231 2.903
Si 1.933 1.4017 2.9224
Si 5.8092 1.3667 2.8291
Si 9.6608 1.3845 2.9224
Si 11.5632 5.5016 2.8683
Si 3.8773 5.4936 2.901
Si 7.7357 5.5112 2.9179
Si 1.9129 6.8216 2.8544
Si 5.8082 6.8599 2.8835
Si 9.6581 6.8987 2.969
Si 1.9112 2.8307 4.8214
Si 5.8348 2.722 4.7436
Si 9.598 2.7954 4.8354
Si 11.5408 4.1334 4.7808
Si 3.917 4.0955 4.8166
Si 7.7158 4.2026 4.882
Si 1.8857 8.1468 4.7982
Si 5.8073 8.2578 4.7847
Si 9.6597 8.3197 4.908
Si 11.6303 9.6526 4.8826
Si 3.817 9.4848 4.7844
Si 7.7208 9.6753 4.888
Si 11.5944 0.2268 6.7752
Si 3.7509 -0.0575 6.654
Si 7.7095 0.0517 6.9108
Si 2.0461 1.5009 6.7578
Si 5.7103 1.2726 6.6216
Si 9.6439 1.5176 6.8331
Si 11.5232 5.4951 6.7009
Si 3.9802 5.4269 6.7859
Si 7.7347 5.6661 6.8273
Si 1.9734 6.6396 6.6501
Si 5.8103 6.9736 6.745
Si 9.7521 7.0363 6.911
O 9.9923 7.9693 8.2992
O 7.6577 9.9295 8.2218
O 7.3982 4.7276 8.1647
O 3.3733 10.3454 8.2073
O 2.0402 7.5471 8.0272
O 4.0032 4.5789 8.2416
O 9.7776 2.4439 8.2233
O 2.6122 2.3342 8.1207
O 11.3838 4.5691 8.072
O 5.3602 2.3569 7.8261
O 5.8125 7.9759 8.0862
O 11.318 10.3059 8.1548
O 11.2727 10.0917 21.8025
O 3.2128 10.7145 21.5208
O 5.7761 7.7479 22.1656
O 4.2702 4.4647 22.058
O 7.6657 9.6824 22.2168
O 10.3318 7.6687 22.1905
O 1.626 2.3976 22.0928
O 5.9477 2.4349 21.8582
O 8.4537 4.7076 22.2212
O -0.0668 4.4467 22.0451
O 2.385 7.3226 21.9345
O 9.1194 1.8925 21.8697
Si 1.9133 7.7789 9.6094
Si 5.0365 0.5835 17.6972
Si 2.4898 5.4212 14.0256
Si 10.5612 3.8594 14.0554
Si 8.2744 2.3856 15.2639
Si 9.54 2.2536 20.3441
Si 10.5034 3.6463 9.0771
Si 0.0292 2.3126 11.5693
Si 11.0163 8.1379 15.396
Si 5.163 6.9336 13.9975
Si 5.7482 2.6155 11.1214
Si 8.586 7.6756 19.3983
Si 8.1171 4.8561 20.6393
Si 5.9166 9.5919 15.208
Si 2.1296 7.6207 20.3594
Si 1.9195 4.8938 18.7833
Si 4.4874 3.4576 18.0345
Si 8.5028 8.9306 16.8259
Si 0.8273 9.4793 13.3004
Si 9.9073 10.6489 11.7217
Si 5.3475 3.7338 21.0484
Si 0.5818 5.5274 16.2621
Si 10.7806 9.1438 9.1459
Si 6.5618 8.8907 21.3049
Si 7.113 7.1033 11.4877
Si 2.6726 0.7339 12.2165
Si 10.8996 8.6812 21.053
Si 6.0311 4.3231 15.644
Si 7.0837 0.4884 12.9769
Si 4.0579 2.9732 8.5931
Si 0.8787 6.7372 11.899
Si 6.5675 9.0422 9.0762
Si 0.6654 3.2913 21.1404
Si 9.7989 6.5058 12.8931
Si 7.7109 4.5331 9.7498
Si 3.9839 10.066 20.2221
Si 4.2608 3.0354 13.5371
Si 3.8523 10.0097 9.7372
Si 8.0528 0.7814 18.0408
O 11.5043 3.2202 12.905
O 9.3358 4.471 9.8832
O 8.7907 3.6113 19.8598
O 4.039 -0.0713 18.8117
O 11.3316 4.5345 15.3115
O 9.8539 9.7912 10.3252
O 3.7613 1.5334 13.1397
O 0.6468 9.0622 14.8674
O 6.4721 0.9781 18.3948
O 4.7245 3.2241 19.638
O 6.2478 1.1799 11.7469
O 0.5378 8.6192 9.8689
O 5.6413 4.3196 17.2405
O 8.4424 7.1952 12.3942
O 4.404 2.637 10.159
O 2.0679 5.6572 15.5806
O 3.3758 0.0659 10.9161
O 5.8887 7.2162 12.5569
O 2.307 6.3505 19.3765
O 0.641 4.9453 17.7781
O 8.4113 10.6865 12.3712
O 5.4721 10.0671 9.7012
O 0.6172 8.1918 20.237
O 9.7669 2.6062 14.6989
O 2 10.5883 13.2218
O 9.9413 9.1102 16.1071
O 6.1454 10.3558 13.7797
O 7.4658 1.5976 14.1015
O 1.6438 3.9223 20.0342
O 5.8964 5.7884 14.9269
O 7.3363 8.9509 15.7043
O 1.5066 1.6679 11.6037
O 7.1946 8.2836 10.368
O 4.3212 1.9965 17.3139
O 7.0319 3.1602 10.2867
O 11.5363 7.0104 16.4367
O 8.2829 10.1409 17.8556
O 3.2602 8.5374 10.1089
O 7.5795 3.8369 15.5256
O 3.1268 4.3093 17.8848
O 2.9038 3.8922 13.709
O 1.3328 8.1996 12.4467
O 1.2076 5.6742 13.0695
O 4.9766 8.3049 14.8689
O 11.1624 2.3996 20.3358
O 10.9769 9.9883 12.7559
O 5.2895 3.5722 12.3732
O 5.082 3.1915 14.9305
O 6.4846 4.8255 20.5875
O 8.3886 1.5587 16.6553
O 10.4061 1.2385 11.4574
O 10.8738 6.6065 11.6621
O 3.264 8.6646 19.8596
O 1.7186 6.4332 10.5263
O 7.1732 8.2101 19.981
O 8.4968 7.5894 17.7667
O 3.6733 6.4339 13.6139
O 9.5657 4.9588 13.3574
O 5.51 9.9885 20.7697
O 10.3219 7.373 14.1497
O 8.7847 6.1715 19.9737
O 7.064 5.7073 10.6599
O 5.2631 10.5556 16.3781
O 9.0487 1.1535 19.2642
O 11.5714 3.1645 10.1906
O 9.7549 8.7069 19.8936

Results
free energy: -144757.671 eV
free energy less fixed offsets of O -568.88, P -755.39, Si -635.61 eV per atom: -4.021 eV

Forces (eV/angstrom), in the order of the atoms: element, x, y, z
Si -0.0629 -0.1525 -0.0739
Si -0.0456 -0.0876 -0.1521
Si 0.1092 -0.1493 -0.0534
Si -0.0002 0.0375 -0.2341
Si 0.0343 0.0685 -0.1952
Si -0.016 0.1141 -0.166
Si -0.1307 -0.0486 -0.1715
Si 0.0663 -0.2128 -0.7453
Si 0.071 -0.1351 -0.1435
Si -0.0579 0.2017 -0.2201
Si 0.0311 0.1335 -0.1547
Si 0.0763 0.0949 -0.1387
Si -0.056 0.0561 0.2048
Si 0.0626 -0.0945 0.2759
Si 0.0186 -0.1068 -0.0216
Si 0.0413 0.0792 -0.0027
P -0.1684 -0.1345 0.0903
Si -0.021 0.0963 0.037
Si -0.0518 0.0211 0.0011
Si 0.0187 0.0253 0.0127
Si -0.0155 -0.0336 0.0147
Si -0.0071 0.0394 -0.0505
Si 0.0171 0.0444 -0.081
Si 0.0283 0.0352 -0.0311
Si -0.0278 -0.0332 -0.0262
Si -0.0004 -0.0266 0.046
Si 0.0285 -0.0534 0.0186
Si 0.0253 0.0352 0.0297
Si -0.0164 0.0471 -0.0343
Si 0.0008 0.0313 -0.0192
Si -0.0223 -0.0198 0.0069
Si 0.0337 0.0574 0.0468
Si 0.0361 -0.0354 0.0181
Si 0.0123 -0.0122 -0.0252
Si -0.0221 -0.0118 0.0198
Si -0.0278 0.0559 0.0419
Si -0.0556 -0.0252 0.0039
Si 0.019 -0.0262 0.0647
Si -0.0134 -0.0244 0.0541
Si 0.0048 0.0071 -0.0033
Si 0.0345 0.0479 0.0474
Si 0.023 0.0295 -0.0285
Si 0.026 0.019 0.043
Si 0.0338 0.0151 -0.0173
Si 0.0229 -0.0397 -0.0981
Si 0.0173 0.0212 0.0415
Si -0.0232 0.0085 0.0699
Si -0.0466 0.0263 -0.0314
Si 0.0187 -0.0367 0.0067
Si 0.0004 -0.0606 0.0011
Si -0.0137 -0.0125 0.024
Si -0.0021 0.0022 0.0568
Si -0.0001 -0.0033 -0.0066
Si 0.0035 0.0322 -0.0483
Si -0.0033 -0.0036 -0.006
Si 0.0003 0 0.0354
Si 0.011 -0.0178 -0.0002
Si 0.0009 0.0264 -0.0027
Si 0.0026 -0.0049 0.0309
Si 0.0019 0.0438 0.0466
Si -0.017 0.0092 -0.0153
Si 0.0285 0.0161 0.0365
Si -0.0149 -0.019 -0.0189
Si 0.0393 -0.0007 0.028
Si -0.0048 -0.0225 -0.0024
Si -0.0287 -0.0105 -0.0185
Si 0.0037 0.0082 0.0285
Si -0.0212 0.0129 0.0319
Si 0.0233 -0.0141 -0.0239
Si 0.0212 -0.0081 -0.0288
Si -0.0052 0.0175 -0.0234
Si -0.018 0.0153 -0.011
Si 0.0014 0.0087 0.0104
Si 0.0119 -0.0007 0.0075
Si -0.0059 -0.0005 -0.0039
Si 0.0045 -0.0009 0.0112
Si -0.0066 0.0015 -0.0061
Si -0.0004 0.0013 0.0037
Si 0.0141 0.0043 -0.0021
Si -0.0116 0.0315 0.0033
Si 0.0049 0.0155 0.0144
Si 0.0016 -0.0041 -0.0221
Si -0.0029 -0.0025 -0.0096
Si -0.0008 -0.0044 0.0073
Si 0.0073 0.0117 -0.0109
Si 0.0021 0.0187 -0.0151
Si 0.0073 0.0119 -0.0128
Si -0.007 -0.0167 -0.0185
Si 0.0005 -0.0163 -0.0179
Si -0.0101 -0.0081 0.0014
Si 0.0057 0.0118 -0.015
Si -0.0017 0.0171 -0.0061
Si 0.0042 0.018 -0.0042
Si 0.0073 -0.0209 -0.0116
Si -0.007 -0.0115 -0.0251
Si -0.005 -0.0094 -0.0172
Si -0.0075 -0.0172 0.1127
Si -0.0051 -0.0015 0.1308
Si 0.0108 -0.0306 0.1129
Si 0.0234 0.0092 0.1048
Si -0.0283 0.0128 0.0814
Si -0.0057 0.0233 0.1166
Si 0.0017 -0.022 0.1038
Si 0.0026 -0.0003 0.1012
Si -0.0124 -0.0368 0.1162
Si 0.0045 0.0257 0.1236
Si -0.0109 0.0252 0.1063
Si 0.0075 0.0369 0.1129
O -0.0393 -0.0875 -0.1622
O 0.0347 0.0905 -0.162
O 0.001 0.0763 -0.2198
O -0.0078 0.0551 -0.2353
O 0.0033 -0.0643 -0.2318
O -0.0059 0.0681 -0.1455
O -0.0283 -0.0895 -0.1715
O -0.0553 -0.0441 -0.1308
O 0.0372 0.0838 -0.1778
O 0.0539 -0.0568 -0.1503
O -0.022 -0.0868 -0.1701
O 0.0298 0.1029 -0.1891
O 0.0725 0.161 0.2178
O 0 0.0737 0.2945
O -0.0251 -0.1707 0.2719
O -0.1487 0.0747 0.3731
O -0.0148 0.1304 0.1706
O -0.0436 -0.084 0.2073
O 0.0663 -0.0996 0.2273
O -0.0074 -0.144 0.2156
O -0.0253 0.0722 0.2731
O 0.0043 0.1327 0.2342
O 0.044 -0.1881 0.4283
O -0.0088 -0.0977 0.3051
Si -0.0099 -0.0192 0.2449
Si 0.0723 -0.0054 -0.2862
Si 0.0181 -0.0074 -0.0589
Si -0.0164 -0.0023 -0.0395
Si 0.0169 0.0356 -0.1406
Si -0.0282 -0.0699 -0.4055
Si 0.0135 0.0043 0.2718
Si 0.0103 -0.0344 0.1251
Si 0.0313 0.0034 -0.115
Si -0.0279 0.0006 -0.0234
Si 0.0301 -0.0181 0.1541
Si 0.0266 -0.0083 -0.3649
Si 0.0693 0.0318 -0.3689
Si -0.0147 -0.0423 -0.1357
Si -0.0118 -0.0249 -0.4535
Si -0.0491 -0.0173 -0.3922
Si 0.0337 0.0208 -0.3868
Si 0.0227 0.0454 -0.2476
Si 0.0072 0.0145 0.0005
Si 0.0031 0.0336 0.1229
Si 0.0796 -0.0069 -0.5059
Si -0.0233 0.0225 -0.2246
Si -0.0015 0.0027 0.2737
Si 0.0123 0.0081 -0.38
Si 0.0056 -0.0088 0.1425
Si -0.0335 0.0159 0.0982
Si -0.0259 -0.0371 -0.3405
Si 0.027 0.0153 -0.1777
Si 0.0162 -0.0056 0.0145
Si 0.0126 -0.0159 0.2477
Si -0.024 -0.0014 0.1035
Si -0.0084 -0.0076 0.2631
Si -0.0029 0.0144 -0.4462
Si -0.0039 -0.0136 0.0188
Si -0.0205 -0.0042 0.2484
Si 0.0096 0.0092 -0.4241
Si -0.0385 -0.0011 -0.0171
Si -0.0029 0.0058 0.2503
Si -0.0309 -0.0194 -0.3068
O -0.0003 -0.005 -0.0285
O 0.0195 -0.0121 -0.0893
O -0.0221 0.0372 0.1336
O -0.0572 -0.0911 0.2461
O 0.0221 0.0264 0.0654
O 0.0215 -0.0481 -0.1373
O 0.0067 -0.0049 -0.0158
O -0.0155 -0.0137 0.0304
O -0.007 0.0061 0.104
O 0.0465 0.064 0.3797
O -0.0163 0.0216 -0.0451
O -0.0218 0.0187 -0.0922
O -0.0587 -0.0321 0.1737
O -0.0229 0.0091 -0.0344
O -0.0496 0.0162 -0.1539
O -0.0266 -0.0027 0.0797
O 0.035 -0.0402 -0.113
O 0.0147 0.0022 -0.0324
O 0.0169 0.1167 0.1804
O 0.0655 -0.0282 0.2001
O 0.0035 -0.0024 -0.0236
O 0.0176 -0.0063 -0.086
O -0.006 0.0046 0.147
O -0.019 -0.0095 0.029
O 0.0094 0.0053 -0.018
O -0.0558 0.0062 0.078
O -0.0063 -0.0078 0.0336
O -0.0004 0.0089 0.0311
O -0.0601 -0.0773 0.255
O 0.0064 -0.0284 0.0458
O 0.0385 -0.0037 0.0829
O -0.0021 0.007 -0.036
O -0.0184 0.0564 -0.1316
O -0.0044 0.0192 0.0999
O 0.0223 0.0278 -0.0775
O 0.0055 -0.0202 0.0692
O -0.0019 0.0235 0.1096
O 0.0005 0.0085 -0.0772
O -0.0166 0.0013 0.0495
O -0.0263 0.0077 0.1207
O 0.0044 0.0001 0.0105
O 0.0024 -0.0136 -0.0351
O -0.0036 0.0041 -0.0096
O 0.0123 0.0252 0.0331
O 0.0423 0.0277 0.1348
O -0.0164 0.0003 -0.0289
O 0.0128 -0.0049 -0.0409
O 0.0166 0.0122 0.0601
O -0.0765 -0.0222 0.1236
O -0.0093 -0.0569 0.1614
O -0.0004 0.0057 -0.0431
O 0.0093 0.0046 -0.0366
O -0.0093 -0.0239 0.1328
O 0.0211 0.0233 -0.1041
O -0.0935 0.0485 0.216
O 0.0021 -0.05 0.2153
O 0.0033 0.0022 0.0079
O 0.0008 0.0017 -0.0024
O 0.051 -0.0202 0.1717
O 0.0088 0.0137 0.0345
O -0.0318 -0.0762 0.1466
O 0.0138 -0.0411 -0.0845
O -0.0284 0.0681 0.1384
O 0.0859 0.0852 0.2176
O -0.0358 0.042 -0.1347
O 0.084 0.0302 0.1719

The program warned: the cutoff lies below the one the program advises for these potential files; the forces do not sum to zero within the program's tolerance; the exchange-correlation potential is rough where the density is thin.
